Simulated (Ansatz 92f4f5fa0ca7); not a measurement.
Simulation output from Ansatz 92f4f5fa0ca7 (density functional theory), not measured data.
Periodic cell of 258 atoms, Si166O92, from a study of silicon, its oxide and their interface. The atomic structure is a simulated model.
Doubt: the cutoff is far below the 930 eV that the study's wrapper takes by default for these files, so forces and energies are approximate.
This geometry differs little from another in the collection (a relaxation step or a small displacement).

Settings
functional: PBE
potential files: Ansatz PAW
basis: plane waves
wave-function cutoff: 580 eV
density cutoff ratio: 5
exchange-correlation grid ratio: 1
k mesh: 1 x 1 x 1, Gamma-centred
self-consistency stop: 5e-08 eV per atom in the density residual
occupations: fixed
spin: none
net charge: 0

Cell vectors (angstrom)
a	10.938	0	0
b	0	10.938	0
c	0	0	37.7082

Atoms and the computed forces on them: element, x, y, z (angstrom), force x, y, z (eV/angstrom)
Si	0	0	0.683	-0.0112	-0.0025	-0.021
Si	5.469	0	0.683	0.0079	-0.0326	-0.0095
Si	2.7345	2.7345	0.683	-0.0054	-0.0083	0.0066
Si	8.2035	2.7345	0.683	-0.0074	-0.0306	-0.0023
Si	0	5.469	0.683	-0.0243	-0.0025	-0.0005
Si	5.469	5.469	0.683	-0.0165	-0.0198	-0.0232
Si	2.7345	8.2035	0.683	0.0129	-0.0442	-0.009
Si	8.2035	8.2035	0.683	0.0074	-0.043	0.0115
Si	1.3673	1.3673	2.0503	0.0178	-0.0518	-0.0484
Si	6.8362	1.3673	2.0503	0.0218	-0.0338	-0.0495
Si	4.1018	4.1018	2.0503	0.042	0.1316	-0.016
Si	9.5708	4.1018	2.0503	0.0086	0.0222	-0.0554
Si	1.3673	6.8362	2.0503	0.0704	-0.0114	-0.0224
Si	6.8362	6.8362	2.0503	-0.0063	-0.0658	-0.0181
Si	4.1018	9.5708	2.0503	0.07	-0.0106	-0.0615
Si	9.5708	9.5708	2.0503	0.0924	0.0372	0.0332
Si	2.7345	0	35.6567	0.032	0.0415	0.0352
Si	8.2035	0	35.6567	-0.0382	0.0175	-0.0332
Si	0	2.7345	35.6567	-0.1351	-0.0316	0.061
Si	5.469	2.7345	35.6567	-0.084	-0.1014	-0.0328
Si	2.7345	5.469	35.6567	-0.0286	0.0335	-0.012
Si	8.2035	5.469	35.6567	0.006	0.0172	-0.035
Si	0	8.2035	35.6567	-0.0855	-0.023	-0.0081
Si	5.469	8.2035	35.6567	-0.0679	-0.0356	0.014
Si	4.1018	1.3673	37.0239	0.0078	0.033	0.0216
Si	9.5708	1.3673	37.0239	-0.0139	0.0502	0.0106
Si	1.3673	4.1018	37.0239	0.0018	0.0152	-0.0036
Si	6.8362	4.1018	37.0239	0.0062	0.0184	-0.0157
Si	4.1018	6.8362	37.0239	0.0162	0.0242	0.0012
Si	9.5708	6.8362	37.0239	0.0089	0.0197	0.0051
Si	1.3673	9.5708	37.0239	0.0162	-0.0095	-0.0035
Si	6.8362	9.5708	37.0239	-0.01	0.0343	-0.0015
Si	0.0866	-0.7061	27.0178	0.0034	-0.004	-0.0062
Si	5.6449	-0.2745	27.6176	-0.0145	0.0106	-0.0024
Si	2.4934	3.168	27.6096	0.0088	-0.0068	-0.013
Si	7.6139	3.1024	27.6088	-0.0019	-0.0024	0.0115
Si	0.1158	5.2511	27.422	-0.0107	0.0093	-0.0045
Si	5.8247	5.0046	27.4475	-0.0101	0.0009	-0.0124
Si	2.5526	8.2384	27.4837	0.0076	0.0049	0.0005
Si	7.8547	8.3864	27.4858	-0.0005	-0.0034	-0.008
Si	1.3649	1.4988	28.7942	-0.0008	-0.0016	-0.0008
Si	6.7168	1.3849	28.9361	-0.0082	0.0037	-0.001
Si	4.1345	4.1979	28.9052	-0.0049	-0.0105	0.0043
Si	9.4445	4.1033	28.7584	0.0012	0.0082	-0.0017
Si	1.3029	6.7715	28.8216	-0.0026	-0.0013	-0.0016
Si	6.7488	6.7511	28.7706	0.01	0.0077	0.004
Si	4.0234	9.5034	28.8506	-0.0044	0.0033	0.004
Si	9.5254	9.4921	28.7169	-0.0028	0.0013	0.0072
Si	2.6785	0.02	30.1523	0.0056	-0.0068	0.0046
Si	8.2414	0.0243	30.1317	0.0078	-0.0012	0.0053
Si	-0.1011	2.7478	30.1619	-0.0056	-0.0035	0.0094
Si	5.3448	2.7098	30.2927	-0.001	0.0003	0.0069
Si	2.7265	5.5242	30.238	0.0044	0.0032	0.0134
Si	8.1769	5.4982	30.1848	0	-0.0019	0.0103
Si	-0.066	8.1682	30.155	-0.0017	0.002	0.011
Si	5.4048	8.1286	30.1838	-0.0043	-0.001	0.0121
Si	4.0082	1.3368	31.6155	0.0012	0.0081	0.0029
Si	9.5451	1.3673	31.5703	0.0015	0.0003	0.0032
Si	1.3327	4.0952	31.5234	0.008	-0.0019	-0.0006
Si	6.8018	4.1021	31.5519	0.0005	0.0008	-0.009
Si	4.0648	6.8554	31.6321	-0.0025	0.0022	0.0027
Si	9.5381	6.8356	31.5718	0	0.0004	-0.0012
Si	1.3122	9.5669	31.5083	-0.0036	0.0003	-0.0032
Si	6.8351	9.5532	31.4732	0.0004	-0.0017	-0.0019
Si	-0.0219	-0.008	32.9143	-0.0017	0.0021	0
Si	5.4617	-0.027	32.8924	-0.0049	-0.001	-0.0002
Si	2.6672	2.7314	32.9435	0	-0.0054	-0.0036
Si	8.1733	2.7354	32.9227	-0.0007	-0.0019	0.0006
Si	-0.0127	5.4658	32.9145	-0.003	0.0037	0
Si	5.4486	5.4613	32.9411	-0.0026	-0.0004	0.0022
Si	2.6893	8.2406	32.9322	0.0066	-0.0039	0
Si	8.1748	8.2142	32.9119	0.0042	0.0017	-0.0006
Si	1.3382	1.3471	34.3014	0.0029	0.0016	0.0014
Si	6.8187	1.3527	34.2795	0.0024	0.0019	0.0023
Si	4.0811	4.0854	34.2908	0.0016	0.0023	0.0013
Si	9.5619	4.0938	34.2844	0.0012	-0.002	0.0034
Si	1.355	6.8337	34.2875	0	0.0009	0.0029
Si	6.8262	6.8341	34.2893	-0.0024	-0.0009	0.0024
Si	4.0973	9.5702	34.2888	-0.0017	0.001	0.0033
Si	9.5569	9.5638	34.2852	-0.0003	0.0008	0.0018
Si	2.7465	0.0007	3.4124	0	-0.0014	-0.0002
Si	8.2124	0.0063	3.419	-0.0011	-0.0009	-0.0001
Si	0.0088	2.7396	3.4062	-0.0003	-0.0004	-0.0006
Si	5.47	2.7341	3.4045	-0.0016	0.0022	0.0002
Si	2.7454	5.4815	3.4261	0.0009	-0.0018	-0.0007
Si	8.2078	5.4674	3.418	0.0001	0.0017	0
Si	0.0289	8.2189	3.4179	-0.0022	-0.0037	0.0008
Si	5.4752	8.2039	3.4133	0.0015	0.0018	0.0012
Si	4.1071	1.3734	4.767	0.0036	-0.0017	0.0014
Si	9.5973	1.3746	4.7787	0.0009	-0.0008	0.0014
Si	1.396	4.078	4.7706	-0.0037	0.0068	0.0014
Si	6.8513	4.069	4.7747	0.0003	-0.0024	0.0067
Si	4.1081	6.8632	4.8035	0.001	-0.0036	0.0032
Si	9.6024	6.8378	4.7536	-0.0009	-0.0002	0.0012
Si	1.4214	9.5663	4.8045	0.0035	0.0063	0.0021
Si	6.8531	9.559	4.7708	0.0016	-0.0011	0.0011
Si	0.0581	0.0211	6.1288	0.0012	-0.0012	-0.0021
Si	5.4881	0.0146	6.1034	-0.0019	0.0018	0.0002
Si	2.7313	2.6961	6.1624	0.0032	-0.0025	0.0031
Si	8.2318	2.7196	6.1662	0.0032	0.0087	0.0092
Si	0.0377	5.4641	6.0969	0.008	0.0007	0.0018
Si	5.4693	5.4385	6.1037	0.002	0.003	-0.0031
Si	2.7961	8.25	6.243	0.0007	0.0001	0.0058
Si	8.2583	8.208	6.1198	-0.002	0.0029	0.0055
Si	1.3701	1.3561	7.5865	0.0054	-0.0061	-0.0041
Si	6.8826	1.2785	7.5036	0.001	-0.001	-0.0077
Si	4.1025	4.0716	7.4889	-0.001	0.0001	-0.0033
Si	9.623	4.1203	7.4847	-0.0128	0.0014	-0.0109
Si	1.3974	6.7876	7.5003	-0.0027	-0.004	-0.0134
Si	6.8738	6.7972	7.4075	0.0093	-0.0033	-0.0042
Si	4.1782	9.7108	7.6056	-0.0023	0.0088	-0.0009
Si	9.6543	9.5941	7.4737	0.0034	-0.0106	-0.0053
Si	2.7042	0.0573	9.0768	0.0025	-0.0027	-0.009
Si	8.2652	-0.0871	8.9152	-0.0014	-0.0017	0.0017
Si	-0.022	2.7503	8.9063	-0.0065	-0.0002	-0.0036
Si	5.595	2.7791	8.7848	-0.0017	-0.0084	-0.006
Si	2.7211	5.3888	8.8856	-0.0075	-0.0055	-0.0022
Si	8.2903	5.5282	8.8205	-0.0033	-0.0058	-0.0131
Si	0.0271	8.1716	8.8329	-0.0052	0.0096	-0.0077
Si	5.6389	8.2479	8.7675	-0.0038	-0.0057	-0.0028
Si	3.4573	1.6159	10.7768	0.0047	-0.0087	0.0185
Si	9.3151	1.6013	10.218	-0.0014	-0.0027	0.0267
Si	1.3816	4.0001	10.3301	0.0072	0.0104	0.007
Si	7.146	3.9224	10.0701	-0.0037	0.0094	0.0469
Si	4.0282	7.0313	9.9172	0.0271	-0.0154	0.0282
Si	9.3058	7.1786	10.1211	0.0001	-0.007	0.0149
Si	1.6654	9.201	10.1602	-0.0043	0.0022	0.0257
Si	7.5543	8.887	10.0597	0.0021	0.0144	-0.0009
O	8.1812	2.1509	26.3578	-0.0015	0.0036	0.0062
O	3.057	11.8505	22.3862	0.0013	0.0031	0.0031
O	8.2023	2.7625	10.5817	-0.0003	0.0024	-0.0056
O	13.7827	8.0693	10.3889	-0.0075	0.0124	-0.0003
O	4.8723	2.0319	10.086	0.0049	0.004	-0.0025
O	2.4248	13.8156	10.9456	0.0019	-0.0056	0.0072
O	6.7639	9.5694	27.0568	0.0136	-0.0124	0.0015
O	1.3125	4.1754	26.9938	0.0104	-0.0052	0.0055
O	3.778	1.2235	12.3462	-0.0045	0.0058	-0.0107
O	9.853	1.0593	11.6815	-0.0024	0.0042	-0.0176
O	1.3034	9.55	11.7482	0.001	-0.0003	-0.0093
O	7.4113	9.0213	11.6902	0.0016	-0.0045	0.004
O	9.8108	6.7391	11.6624	-0.0051	0.0094	-0.0086
O	0.5803	4.7156	11.5948	0.0075	-0.0057	-0.0104
O	6.3829	4.3992	11.4468	0.0072	0.0011	-0.0257
O	4.8323	6.5574	11.2489	-0.0002	-0.0057	-0.0031
O	4.9229	0.3941	26.3056	0.0048	-0.0024	0.0089
O	0.5666	-10.1675	27.5211	0.0032	0.0061	0.006
O	3.3335	2.5804	26.3232	-0.0012	0.0076	0.0111
O	10.3611	-0.5779	25.5154	0.0015	-0.0008	0.0069
O	8.4653	7.7648	26.0836	-0.0035	0.0032	0.0097
O	10.3939	5.907	26.0423	0.0034	-0.0069	0.0125
O	5.1923	5.5475	25.9887	0.009	-0.0051	0.0152
O	3.4036	7.5302	26.2609	-0.0003	-0.0035	0.0038
Si	5.8449	4.1255	21.2581	0.0014	0.0006	-0.0047
Si	0.2937	8.7433	16.8979	-0.0011	0.0002	0.0035
Si	5.3352	11.495	16.1173	0.0004	-0.0021	0.002
Si	6.6442	7.2421	14.4617	0.0012	0.0004	0.0019
Si	10.4915	3.2536	23.0169	0.0029	0.0001	-0.0036
Si	4.5917	10.9896	13.1419	0.0023	-0.0007	0.0002
Si	7.2293	-1.0798	13.0512	-0.0068	0.0074	0.0075
Si	4.2924	5.3983	14.8448	0.0031	-0.0021	-0.0021
Si	7.3179	14.0532	18.7691	0.0006	-0.0005	-0.0008
Si	6.5165	9.3161	18.1427	0.0009	-0.0005	0.0021
Si	3.1209	5.6501	20.5268	-0.0006	0.0006	-0.005
Si	4.1264	8.4756	20.1149	-0.0001	0.003	-0.0032
Si	8.7421	3.721	14.4323	-0.0008	-0.0005	0.003
Si	2.5125	-0.2415	23.4787	-0.0007	-0.0004	-0.0019
Si	13.6013	1.4742	17.2352	0.0004	-0.0003	0.0033
Si	7.8451	0.4345	19.9932	0.0018	-0.001	-0.0032
Si	9.6307	4.3705	17.3306	0.0006	0.0005	0.0017
Si	-0.0672	1.4028	20.4915	0.0003	-0.0012	-0.0044
Si	8.4395	7.23	16.8872	0.0004	0.0013	0.0041
Si	10.5049	-1.3431	24.0643	0.0017	0.0005	-0.0021
Si	7.6525	-0.3636	23.0495	0.0019	0.0002	-0.0045
Si	1.3249	3.7037	18.7013	0.0005	-0.0002	0.0012
Si	4.0416	2.2082	22.7467	-0.001	-0.0006	-0.0044
Si	8.3296	13.1735	24.7487	0.0041	-0.0051	-0.0104
Si	6.1608	14.3256	15.9499	0.0021	0.0014	0.0025
Si	5.6337	5.5827	12.2482	-0.0096	0.0018	-0.0072
Si	9.4796	6.9187	25.1228	0.0024	0.0032	-0.0061
Si	1.6072	6.8168	14.6581	-0.0028	-0.0016	0.0011
Si	9.4856	0.9491	13.2733	0.0043	0.0035	0.0046
Si	5.0126	8.7183	23.1276	-0.0011	-0.0019	-0.0029
Si	3.889	12.2573	25.4825	-0.0042	-0.0039	0.0005
Si	12.6032	10.1489	19.2947	0.0016	0.0005	-0.0005
Si	4.1201	6.5128	25.1967	-0.0033	0.0062	-0.009
Si	10.4957	5.5585	12.5781	-0.0018	-0.0011	0.0159
Si	11.9023	0.1942	15.0901	0.0006	-0.0004	0.0004
Si	-2.9414	4.76	23.2857	0.0017	0.005	-0.0067
Si	2.3461	9.2423	12.9838	0.0056	-0.0008	-0.0025
Si	13.2089	4.8441	23.2362	0.0008	0.0011	-0.0042
O	8.876	3.2952	18.309	0.0009	0.0002	0.0018
O	1.3836	9.2255	26.8433	-0.0085	0.005	0.0002
O	0.9459	8.9642	18.3955	0.0007	0.0001	0.0011
O	6.6513	5.01	22.3923	0.001	0.0016	0.0059
O	2.5885	0.47	24.9576	0.0003	0.0007	0.0038
O	7.3546	0.1415	21.5212	0.0016	-0.0005	0.0041
O	4.9519	7.3697	24.0654	0.001	0.0006	0.0045
O	7.2238	4.1161	14.9298	-0.0014	0.0009	0.0025
O	10.4724	7.9627	24.3222	-0.0008	0	0.0046
O	1.1336	7.6806	15.9674	0.0018	-0.0005	-0.0016
O	0.2357	4.5325	17.8183	0.001	0.0008	0.0017
O	7.9989	6.9813	15.3337	0.0007	0.0009	-0.0011
O	1.9334	-0.7515	14.2223	-0.0018	0.003	0.0017
O	5.2701	6.6956	15.1973	-0.0003	0	0.0012
O	4.5719	4.955	20.7214	-0.0003	0.0001	0.0043
O	14.0367	3.5116	22.8527	0.0023	-0.0006	0.0051
O	10.8693	0.9322	14.1029	0.0003	-0.0013	-0.001
O	6.9515	14.9266	20.0811	-0.0009	0.0005	0.0048
O	5.2733	2.6397	21.7428	0.0023	-0.0001	0.0048
O	6.3266	1.7817	15.6839	0.0002	0.0008	0.0016
O	0.0176	2.0806	21.9797	0.0003	0.0004	0.0046
O	9.3569	1.0061	20.0724	0.0004	0.0006	0.004
O	7.1662	7.9088	17.6404	0.001	-0.0003	-0.0006
O	6.1642	0.1165	12.7252	0.0048	-0.0039	0
O	6.7643	6.4507	13.0426	0.0008	-0.0001	-0.002
O	11.6728	4.3073	23.4515	-0.0022	0.0002	0.0036
O	2.1003	4.7458	19.6581	0.0024	0.0013	0.0045
O	0.3405	6.1173	13.9032	0.0032	0.0017	-0.0009
O	6.9898	1.5656	19.1743	-0.0006	0.0013	0.0026
O	9.677	3.8527	15.7748	0.0016	0.0006	0.0021
O	-1.2262	8.2144	17.0476	0.0013	0.0005	-0.0013
O	6.4176	9.5401	23.4246	0.0007	0.0001	0.0047
O	3.6354	9.521	23.4688	0.0013	-0.0004	0.0031
O	7.6597	0.9212	24.0594	0.0009	0.0023	0.0046
O	5.1545	8.9443	18.9483	0.0002	-0.0001	0.0031
O	2.9018	9.5521	20.1695	0.0025	-0.0007	0.0035
O	15.1933	1.2221	17.1232	0.0008	0.0005	-0.0009
O	3.4182	7.0497	19.7597	0.0001	0.0001	0.0037
O	4.5411	11.0346	14.7711	0.0025	0.0006	0.0027
O	8.5433	6.0937	24.0578	-0.0014	-0.002	0.0039
O	9.9078	2.4507	24.3282	-0.0021	0.0013	0.0056
O	2.7304	5.7387	15.1605	0.0003	0	0.0004
O	8.6344	-0.4222	13.5451	-0.0003	-0.0017	-0.0009
O	-2.2902	2.2131	13.8403	0.0002	-0.0004	0.001
O	4.721	1.8789	24.194	0.0027	0.0024	0.0024
O	17.0684	10.2832	16.8691	-0.0006	0.0013	0.0003
O	2.4452	2.9861	17.772	0.0008	0.0006	0.0002
O	0.7228	-0.0245	20.3893	0.0004	0.0013	0.0028
O	2.9286	5.5932	24.5296	0.0008	0.0004	0.005
O	4.6996	4.0636	15.6916	-0.001	0.0023	-0.0006
O	6.4164	3.6516	17.5329	0.0001	0.0001	0.0014
O	3.9065	9.5907	12.6292	-0.0018	0.0005	-0.0011
O	11.4839	2.5309	19.5069	0.0001	0.0003	0.0033
O	8.8378	5.7834	17.5096	0.0004	-0.0013	0.001
O	2.3185	7.7109	13.4987	-0.0013	-0.0004	0.0022
O	-3.4038	3.608	24.3482	-0.0005	-0.0006	0.0074
O	9.1699	-1.0118	23.1515	-0.0029	0.0013	0.0033
O	9.306	4.633	13.2057	0.0022	0.0017	-0.0001
O	11.9226	10.0763	23.3363	-0.0002	0	0.0046
O	11.1253	10.2017	16.1747	0.0015	0.0002	-0.0006
O	6.6098	8.8567	14.1837	0.002	0.0003	-0.0017
O	13.087	11.2832	18.2607	0.0007	0.001	0
O	7.6366	10.0128	19.1147	0.0007	0.0016	0.0031
O	4.9431	8.366	21.5288	-0.0002	0.0017	0.0036
O	2.3906	5.8896	21.9783	0.0006	-0.0007	0.0045
O	1.8556	1.3316	15.8289	0	-0.0001	-0.0002
O	9.2447	4.1403	22.3952	0.0012	0.0003	0.0051
O	4.5166	4.9922	13.2762	0.0032	0.0031	-0.0012

Results
free energy: -157853.331 eV
free energy less fixed offsets of O -568.88, Si -635.61 eV per atom: -5.111 eV

The program warned: the cutoff lies below the one the program advises for these potential files; the forces do not sum to zero within the program's tolerance; the exchange-correlation potential is rough where the density is thin.
